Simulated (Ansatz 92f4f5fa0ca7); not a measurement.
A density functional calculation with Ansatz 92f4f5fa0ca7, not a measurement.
Periodic cell of 192 atoms, Si128O64, from a study of silicon, its oxide and their interface. The atomic structure is a simulated model.

Settings: functional r2SCAN; potential files Ansatz PAW; basis plane waves; wave-function cutoff 800 eV; density cutoff ratio 5; exchange-correlation grid ratio 1; k mesh 1 x 1 x 1, shifted by 0.5 0.5 0 of a step; self-consistency stop 1e-10 eV per atom in the density residual; occupations fixed; spin none; net charge 0.

Cell vectors (angstrom)
a, 10.887, 0, 0
b, 0, 10.887, 0
c, 0, 0, 28.0121

Atoms: element, x, y, z (angstrom)
Si, -0.275, 0.5583, -0.045
Si, 2.9762, 2.5535, -0.0376
Si, -0.1232, 5.8401, 0.3655
Si, 2.7929, 7.8936, 0.1008
Si, 5.1118, 0.2606, 0.1164
Si, 8.2283, 2.6225, 0.1176
Si, 5.2631, 5.8929, -0.0468
Si, 8.4973, 8.0678, 0.085
Si, 1.3518, 1.5205, 1.3416
Si, 4.1315, 4.1943, 1.2291
Si, 1.4031, 6.9016, 1.6938
Si, 3.925, 9.5772, 1.3546
Si, 6.7224, 1.4058, 1.4138
Si, 9.4554, 4.19, 1.3938
Si, 6.8109, 6.9709, 1.3554
Si, 9.6036, 9.7141, 1.2986
Si, -0.0141, 2.8426, 2.7377
Si, 2.6098, 0.0624, 2.732
Si, -0.0037, 8.3679, 2.8087
Si, 2.7811, 5.4146, 2.7924
Si, 5.4149, 2.8399, 2.7139
Si, 8.15, 0.0521, 2.7153
Si, 5.4082, 8.2874, 2.7108
Si, 8.0896, 5.5342, 2.745
Si, 1.3705, 4.1139, 4.1375
Si, 4.0456, 1.4242, 4.0378
Si, 1.3409, 9.6351, 4.1914
Si, 4.1202, 6.8438, 4.0873
Si, 6.7814, 4.1434, 4.1142
Si, 9.5224, 1.4183, 4.0682
Si, 6.7941, 9.5847, 4.0906
Si, 9.504, 6.8969, 4.064
Si, -0.0411, 0.0695, 5.5015
Si, 2.7065, 2.7237, 5.4703
Si, -0.0113, 5.5085, 5.4294
Si, 2.7263, 8.196, 5.4437
Si, 5.4224, 0.0609, 5.4192
Si, 8.1593, 2.7602, 5.4399
Si, 5.4385, 5.4822, 5.4823
Si, 8.1349, 8.197, 5.4536
Si, 1.3655, 1.3709, 6.8415
Si, 4.0797, 4.0867, 6.8141
Si, 1.3646, 6.8284, 6.8028
Si, 4.0957, 9.5447, 6.7943
Si, 6.8037, 1.3783, 6.797
Si, 9.5385, 4.1057, 6.794
Si, 6.8179, 6.8115, 6.8269
Si, 9.5064, 9.5351, 6.8184
Si, 0.0024, 2.7218, 8.1634
Si, 2.7247, -0.0157, 8.1755
Si, -0.0128, 8.1544, 8.1672
Si, 2.7101, 5.4392, 8.1578
Si, 5.4452, 2.7136, 8.1687
Si, 8.1452, -0.0097, 8.168
Si, 5.4439, 8.1618, 8.156
Si, 8.1685, 5.4296, 8.1734
Si, 1.3755, 4.0516, 9.5134
Si, 4.107, 1.3272, 9.532
Si, 1.3628, 9.4935, 9.5177
Si, 4.1049, 6.7699, 9.5054
Si, 6.825, 4.0412, 9.5316
Si, 9.5449, 1.3244, 9.5079
Si, 6.8071, 9.4872, 9.5242
Si, 9.538, 6.7615, 9.5356
Si, -0.005, -0.056, 10.8876
Si, 2.7424, 2.6932, 10.875
Si, -0.0093, 5.3481, 10.8786
Si, 2.7346, 8.1176, 10.8445
Si, 5.4656, -0.053, 10.8931
Si, 8.1979, 2.6608, 10.8768
Si, 5.4466, 5.384, 10.8834
Si, 8.1527, 8.1039, 10.8842
Si, 1.3805, 1.3199, 12.206
Si, 4.1168, 4.007, 12.2743
Si, 1.3991, 6.6972, 12.1491
Si, 4.0888, 9.4573, 12.2239
Si, 6.8814, 1.273, 12.2341
Si, 9.5499, 3.9664, 12.2875
Si, 6.8267, 6.6993, 12.2502
Si, 9.5119, 9.4448, 12.2486
Si, 0.0366, 2.5834, 13.6559
Si, 2.739, -0.0292, 13.5457
Si, 0.0104, 7.9901, 13.4709
Si, 2.7012, 5.3747, 13.5855
Si, 5.5412, 2.6172, 13.5839
Si, 8.186, -0.0887, 13.6705
Si, 5.4293, 8.051, 13.5603
Si, 8.1671, 5.3023, 13.6394
Si, 1.3917, 3.9877, 14.9812
Si, 4.1945, 1.2558, 14.9214
Si, 1.3426, 9.3965, 14.7282
Si, 4.0865, 6.6942, 14.9486
Si, 6.8671, 3.8953, 15.0628
Si, 9.6333, 1.1801, 15.0973
Si, 6.7639, 9.3835, 14.9426
Si, 9.6221, 6.6274, 14.9174
Si, -0.1875, -0.6184, 16.2699
Si, 3.078, 2.87, 16.1527
Si, -0.2099, 5.037, 16.3583
Si, 2.8582, 8.3222, 16.1034
Si, 5.1857, -0.4041, 16.3137
Si, 8.4799, 2.7136, 16.4283
Si, 5.244, 5.1095, 16.2475
Si, 8.3652, 8.1527, 16.1134
Si, -0.7826, 27.2766, 25.0008
Si, 32.8914, -19.0389, 20.8136
Si, -3.5137, 4.5931, 25.9765
Si, 8.0298, -5.5196, 20.2487
Si, 3.891, 24.7889, 21.3997
Si, -4.3804, 23.5632, 21.8803
Si, 0.2087, 10.9367, 24.8961
Si, -20.7286, -2.1479, 18.4548
Si, -24.8457, -16.3695, 23.275
Si, -7.9652, -15.3475, 24.0264
Si, 10.8993, 6.2213, 19.2432
Si, -13.5627, 0.3119, 23.6959
Si, 8.2049, 24.3845, 19.4367
Si, -5.1502, 7.6578, 23.6264
Si, 12.6316, 16.026, 21.4988
Si, 35.1798, 2.0268, 19.0738
Si, 23.3672, 26.2324, 26.0164
Si, 24.4935, -11.6089, 20.3475
Si, 1.0907, -13.683, 25.4462
Si, 5.5656, -1.2152, 19.0906
Si, 6.5496, -25.6865, 18.3358
Si, 1.8541, -31.7048, 22.5466
Si, 39.2037, -22.7852, 21.7524
Si, 17.6248, 31.2894, 25.8981
O, -1.507, 20.2349, -11.4695
O, -10.8309, 39.5121, -2.7209
O, -8.5923, 14.0044, -1.4354
O, 0.2744, -12.4429, -3.1708
O, -16.0106, -0.5939, -1.1063
O, 22.1219, 0.3906, -1.5505
O, 0.5393, 23.1836, -6.3244
O, -5.0451, 8.5108, -3.0188
O, 13.2915, 7.8561, -3.4711
O, 23.814, 7.9086, -10.5577
O, 10.6956, -3.1148, -9.1894
O, 36.5345, -19.3159, -8.1512
O, 13.6082, -5.5953, -2.8305
O, 22.3359, 4.0339, -6.279
O, 0.9712, 5.2599, -0.7287
O, 8.1882, -30.6227, -10.1048
O, 17.943, -4.3094, 19.8129
O, 9.4035, -5.3226, 23.5501
O, -6.6408, -22.7975, 19.9781
O, 20.2433, 12.4419, 27.6321
O, -12.0333, 11.412, 24.1423
O, -3.2746, 1.7189, 23.0832
O, 5.7931, -16.033, 17.6353
O, 0.5657, 10.1248, 17.7313
O, 28.9041, -6.4762, 24.3708
O, -9.4412, -10.1716, 24.0809
O, 5.6954, -0.1359, 17.8647
O, 22.0674, 16.3358, 17.8431
O, -8.4177, -11.296, 21.9083
O, -3.0509, -3.4978, 17.4491
O, 23.566, -1.9314, 19.8597
O, 4.1191, 4.0113, 16.6863
O, 9.5787, 5.7566, 20.0379
O, -5.2226, -13.1064, 22.3576
O, 23.0341, 13.7888, 19.5664
O, 20.4089, -6.9505, 16.6913
O, 2.9742, 13.0034, 22.3941
O, -9.1774, 30.1033, 26.9336
O, 7.1084, -4.0498, 23.4282
O, 18.7614, 19.5396, 26.6806
O, -6.8196, 23.1697, 27.5315
O, 12.8245, 6.0705, 22.7887
O, 18.5775, 15.0183, 19.2744
O, 5.5214, 8.2026, 18.4124
O, 15.3657, 6.633, 23.6272
O, 2.5662, 2.1097, 17.4824
O, 7.4788, -7.689, 26.7805
O, -4.0958, -1.1832, 20.1505
O, 11.1651, -6.6317, 25.0634
O, 4.0151, -3.9759, 27.5283
O, 7.9752, -0.8083, 22.5132
O, 7.4088, 10.6687, 24.987
O, -19.5441, 0.5125, 19.4553
O, 18.1065, 12.6962, 20.4194
O, -9.5868, -4.8861, 20.1987
O, 3.2248, 4.4799, 21.3148
O, 7.7015, 15.7757, 21.7519
O, 3.8893, -12.2603, 16.5311
O, -1.1518, -14.7604, 27.8133
O, -5.1779, 11.2626, 21.9698
O, -5.474, -7.9, 21.9553
O, 19.7456, 5.2928, 26.0494
O, 20.5386, -8.2561, 20.1652
O, 27.9136, 5.4454, 26.6204

Results
free energy: -118374.646 eV
free energy less fixed offsets of O -570.45, Si -639.56 eV per atom: -2.166 eV

Forces (eV/angstrom), in the order of the atoms: element, x, y, z
Si, 0.0218, -0.0007, -0.1377
Si, -0.0196, 0.0116, -0.1078
Si, 0.0195, -0.0067, -0.0969
Si, -0.0311, 0.0016, -0.109
Si, 0.0195, -0.023, -0.0976
Si, -0.0153, 0.0107, -0.1016
Si, 0.021, -0.0018, -0.11
Si, -0.0116, 0.0095, -0.1073
Si, 0, -0.0012, 0.0056
Si, -0.0003, 0.0008, 0.0078
Si, 0.0005, 0.0019, 0.0026
Si, 0.0002, -0.0033, 0.0048
Si, 0.0004, 0.0011, 0.008
Si, -0.0001, 0.0006, 0.0055
Si, 0.0021, -0.0005, 0.0048
Si, 0.0009, 0.0005, 0.007
Si, 0.0018, 0.0011, -0.0005
Si, -0.0011, 0.0009, -0.0012
Si, -0.0012, 0.0017, -0.0002
Si, 0.0009, -0.0039, -0.0009
Si, 0.001, 0.0018, 0.0009
Si, -0.0004, -0.0026, 0.001
Si, 0.0016, 0.0016, -0.0008
Si, -0.0012, 0.0002, -0.0008
Si, -0.0009, -0.0002, 0.0005
Si, 0.0009, -0.0005, 0.0013
Si, 0.0011, -0.0006, 0.0009
Si, -0.0008, 0.0006, 0.0004
Si, -0.0004, -0.0001, 0.0015
Si, -0.0003, 0.0002, -0.0001
Si, -0.0005, 0.0004, 0.0001
Si, 0.0006, -0.0001, 0.0001
Si, -0.0005, 0.0002, 0.0009
Si, 0.0009, 0.0012, 0.0001
Si, -0.0001, 0.0001, 0.0007
Si, -0.0001, -0.0005, 0.0003
Si, -0.0003, -0.0005, 0.0013
Si, 0.0001, -0.0005, 0.0006
Si, -0.0001, -0.0012, 0.0004
Si, 0.0001, 0.0005, -0.0002
Si, 0.0003, 0.0006, 0.0005
Si, 0, 0.0004, 0.0014
Si, 0.0002, 0.0003, 0.0013
Si, 0.0002, 0.0005, 0.001
Si, 0.0003, 0.0005, 0.0009
Si, 0, 0.0001, 0.001
Si, 0.0003, 0.0006, 0.001
Si, 0.0003, 0.0003, 0.0013
Si, -0.0004, 0.0008, 0.0008
Si, 0.0004, -0.0001, 0.0009
Si, 0.0002, 0.0004, 0.0007
Si, 0, 0.0006, 0.0009
Si, 0.0002, 0.0004, 0.0011
Si, -0.0003, 0.0007, 0.0009
Si, -0.0003, 0.0007, 0.0009
Si, 0.0002, -0.0003, 0.001
Si, 0.0001, -0.0002, 0.0015
Si, 0.0002, -0.0001, 0.0016
Si, 0.0002, 0.0002, 0.0013
Si, 0.0001, -0.0001, 0.0013
Si, 0.0001, 0, 0.0017
Si, 0.0003, -0.0002, 0.0015
Si, 0.0007, -0.0002, 0.0014
Si, 0, -0.0002, 0.0015
Si, 0.0003, -0.0004, 0.0014
Si, -0.0003, -0.0003, 0.0009
Si, 0.0001, 0.0004, 0.0015
Si, 0, -0.0002, 0.0013
Si, 0.0002, -0.0002, 0.0013
Si, -0.0001, -0.0002, 0.001
Si, 0.0003, -0.0002, 0.0009
Si, -0.0001, 0.0001, 0.001
Si, 0.0009, 0.0002, 0.0009
Si, -0.0003, 0.0006, 0.0009
Si, 0.0001, 0.0003, 0
Si, -0.0001, -0.0001, 0
Si, 0.0005, 0.0007, 0.0013
Si, -0.0008, 0.0003, -0.0002
Si, 0.0003, 0.0005, 0.001
Si, -0.0003, -0.0006, 0.0009
Si, -0.0014, 0.0011, -0.0001
Si, 0.001, -0.002, -0.001
Si, 0.0008, -0.0003, -0.0009
Si, 0.0019, -0.0004, -0.0005
Si, 0.0007, -0.0005, 0.001
Si, 0.0015, -0.0008, -0.0003
Si, -0.0022, 0.0009, 0.0002
Si, 0.0037, -0.0039, 0.0001
Si, -0.0004, -0.0013, 0.007
Si, 0.0003, 0.002, 0.0049
Si, -0.0006, -0.0006, 0.005
Si, 0.0011, -0.0012, 0.0047
Si, -0.002, 0.0006, 0.0063
Si, 0.0019, 0.0019, 0.0041
Si, 0.0008, -0.0021, 0.0069
Si, 0.0003, -0.0002, 0.0056
Si, -0.0184, 0.0151, -0.1012
Si, 0.0173, 0.03, -0.1188
Si, -0.0118, -0.0095, -0.1325
Si, 0.0148, -0.0002, -0.0955
Si, -0.0134, -0.001, -0.1312
Si, 0.0069, 0.0204, -0.1413
Si, -0.0123, -0.0125, -0.101
Si, 0.0115, 0.0187, -0.0914
Si, -0.0184, 0.0028, -0.2155
Si, -0.0215, 0.0135, -0.2116
Si, 0.0374, 0.0162, -0.2361
Si, 0.0137, 0.0492, -0.261
Si, -0.0057, -0.013, -0.1981
Si, -0.0245, 0.0135, -0.2303
Si, 0.0203, 0.0362, -0.2827
Si, -0.0042, 0.0129, -0.2211
Si, -0.0155, -0.0008, -0.2917
Si, -0.0051, -0.0099, -0.2579
Si, -0.0122, 0.0257, -0.2519
Si, -0.0369, 0.0335, -0.2598
Si, 0.0119, 0.0026, -0.2683
Si, 0.0084, 0.0118, -0.2435
Si, -0.0366, -0.0328, -0.271
Si, -0.0061, -0.014, -0.2518
Si, 0.0038, 0.0432, -0.2257
Si, -0.0073, -0.0432, -0.23
Si, -0.0077, -0.0046, -0.2252
Si, -0.0255, -0.0058, -0.2712
Si, -0.0001, -0.0159, -0.2247
Si, 0.0398, 0.0068, -0.2756
Si, -0.0235, 0.0269, -0.2613
Si, -0.0058, 0.0117, -0.2624
O, 0.0041, -0.0039, 0.0499
O, 0.0081, 0.01, 0.0764
O, 0.0376, -0.045, 0.1201
O, 0.0082, -0.0245, 0.0884
O, -0.0516, 0.0521, 0.1322
O, -0.0167, 0.0142, 0.2017
O, 0.0258, -0.0416, 0.1155
O, 0.031, 0.0544, 0.1543
O, -0.0402, 0.0267, 0.106
O, -0.0468, 0.0095, 0.124
O, -0.0025, -0.0302, 0.0817
O, 0.0327, 0.0295, 0.1412
O, -0.0336, -0.0565, 0.1354
O, 0.0135, 0.0229, 0.0926
O, -0.0412, 0.0315, 0.1314
O, -0.0101, -0.0015, 0.1971
O, 0.0364, -0.0419, 0.1366
O, 0.0481, 0.0019, 0.1328
O, -0.0301, 0.0126, 0.1022
O, -0.0068, 0.0061, 0.0586
O, 0.0467, -0.0162, 0.1033
O, 0.0537, -0.0337, 0.1258
O, 0.0372, 0.0453, 0.1215
O, 0.0335, -0.037, 0.1248
O, -0.0099, -0.0214, 0.1747
O, -0.0664, -0.0405, 0.1787
O, 0.012, -0.0248, 0.1717
O, 0.0076, 0.0327, 0.182
O, -0.0279, 0.0392, 0.1463
O, -0.0466, -0.0367, 0.1247
O, 0.0448, 0.0372, 0.1192
O, -0.0044, -0.0065, 0.0525
O, -0.0418, -0.0215, 0.0964
O, -0.016, -0.0688, 0.141
O, -0.0368, 0.0156, 0.1176
O, -0.0029, -0.0028, 0.0633
O, -0.0264, -0.0213, 0.0949
O, 0.0595, -0.0047, 0.1604
O, -0.0073, 0.0032, 0.0934
O, 0.0514, -0.0421, 0.1374
O, 0.0013, 0.0015, 0.0479
O, 0.0495, 0.0581, 0.19
O, 0.0026, 0.0117, 0.0988
O, -0.0032, 0.0357, 0.0895
O, -0.0161, -0.0026, 0.0786
O, -0.0207, -0.0317, 0.1877
O, 0.0187, -0.0467, 0.1204
O, 0.0359, 0.0125, 0.178
O, 0.0288, -0.0064, 0.093
O, 0.0031, -0.0003, 0.0605
O, 0.0462, 0.023, 0.1282
O, -0.0441, -0.0591, 0.1599
O, 0.0086, -0.0188, 0.0931
O, -0.0516, -0.0272, 0.156
O, 0.0623, -0.0431, 0.1514
O, -0.0061, 0.0177, 0.0745
O, -0.0123, 0.0039, 0.2231
O, 0.0058, 0.0062, 0.0643
O, -0.0025, 0.001, 0.058
O, 0.0169, -0.0033, 0.0822
O, 0.0195, -0.0012, 0.0735
O, -0.0254, -0.0125, 0.1079
O, 0.0503, -0.001, 0.0992
O, -0.0604, 0.0284, 0.1269

The program warned: the cutoff lies below the one the program advises for these potential files; the forces do not sum to zero within the program's tolerance; empty levels may hold ghost states of the PAW files; the exchange-correlation potential is rough where the density is thin.
